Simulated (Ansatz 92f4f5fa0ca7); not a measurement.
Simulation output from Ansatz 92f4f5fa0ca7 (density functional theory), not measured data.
Periodic cell of 225 atoms, Si133O88H4, from a study of silicon, its oxide and their interface. The atomic structure is a simulated model.
Doubt: the cutoff is far below the 930 eV that the study's wrapper takes by default for these files, so forces and energies are approximate.
This geometry differs little from another in the collection (a relaxation step or a small displacement).

Settings: functional PBE; potential files Ansatz PAW; basis plane waves; wave-function cutoff 580 eV; density cutoff ratio 5; exchange-correlation grid ratio 1; k mesh 1 x 1 x 1, Gamma-centred; self-consistency stop 5e-08 eV per atom in the density residual; occupations fixed; spin none; net charge 0.

Cell vectors (angstrom)
a  10.938  0  0
b  0  10.938  0
c  0  0  31.948

Atoms and the computed forces on them: element, x, y, z (angstrom), force x, y, z (eV/angstrom)
Si  0.2992  10.5453  24.402  -0.0048  -0.0246  -0.009
Si  5.2265  0.143  24.5321  0.0191  0.017  0.0174
Si  2.9769  2.3428  24.5294  0.0232  0.0079  -0.0003
Si  7.9385  2.926  24.5029  -0.0077  -0.0133  0.0118
Si  10.6294  5.4233  24.447  0.0069  0.0004  0.0146
Si  5.7711  5.2049  24.442  -0.0033  -0.0178  -0.0089
Si  2.5928  8.3576  24.5394  -0.0025  -0.0103  0.0205
Si  8.5276  7.777  24.4236  0.0185  0.0071  -0.0073
Si  1.3636  1.2271  25.8084  0.0009  0.0093  -0.0019
Si  6.8225  1.3162  25.8036  -0.01  0.0073  -0.0047
Si  4.1431  4.0262  25.7273  -0.0052  -0.0078  0.0092
Si  9.4802  4.0257  25.911  -0.0001  0.0055  -0.0136
Si  1.3655  6.6765  25.6711  -0.0015  0.0051  -0.0045
Si  6.9045  6.7519  25.8103  -0.0024  0.0019  0.0003
Si  4.0908  9.5347  25.9038  -0.0112  0.0025  -0.0118
Si  9.6126  9.4408  25.7142  0  0.0004  0.005
Si  2.7222  -0.0501  27.2622  0.0198  -0.0028  -0.0588
Si  8.2436  -0.0797  27.0874  -0.0026  0.007  0.0277
Si  0.0065  2.6517  27.1409  0.0054  0.0171  0.0274
Si  5.4729  2.6925  27.1925  0.0109  -0.0069  -0.0479
Si  2.7578  5.3931  27.0874  0.0054  0.0105  0.0217
Si  8.1907  5.429  27.2784  0.0052  -0.0077  -0.0473
Si  0.042  8.0992  27.1204  0.018  0.0094  -0.0213
Si  5.5172  8.1461  27.1489  -0.0069  -0.0049  0.028
Si  4.0953  1.3504  28.5633  0.0054  0.0341  0.0529
Si  9.5745  1.3054  28.5084  0.0129  -0.0523  -0.0211
Si  1.3734  4.0613  28.4929  0.0218  -0.0246  -0.0302
Si  6.8187  4.0572  28.5816  -0.0272  -0.0197  0.0557
Si  4.1061  6.7899  28.493  0.0113  -0.0332  -0.0325
Si  9.5963  6.8126  28.5506  0.0254  0.0187  0.041
Si  1.3597  9.4912  28.545  -0.0298  -0.0648  0.0448
Si  6.861  9.5426  28.5099  0.0384  -0.0139  -0.0233
Si  0.011  -0.0359  29.8933  -0.0235  0.02  0.0009
Si  5.4885  -0.0173  29.8917  -0.0144  -0.0006  -0.0072
Si  2.7341  2.7339  29.9031  -0.0061  -0.0061  -0.0021
Si  8.2232  2.6973  29.898  -0.0153  0.023  -0.0091
Si  0.0265  5.4426  29.8916  -0.0217  0.0097  -0.0049
Si  5.4631  5.4566  29.9059  -0.0077  -0.0006  -0.0008
Si  2.7576  8.1657  29.8951  -0.0145  0.028  -0.0126
Si  8.2238  8.1919  29.8982  -0.0168  0.014  0.0023
Si  1.3673  1.3673  31.2643  -0.0156  -0.1037  -0.0545
Si  6.8362  1.3673  31.2643  0.0632  -0.1473  0.0118
Si  4.1018  4.1018  31.2643  -0.0947  -0.0164  0.1156
Si  9.5708  4.1018  31.2643  0.1414  -0.1136  -0.1108
Si  1.3673  6.8362  31.2643  0.0983  -0.1798  -0.0188
Si  6.8362  6.8362  31.2643  0.0316  -0.0002  -0.0489
Si  4.1018  9.5708  31.2643  0.1084  -0.0952  -0.1107
Si  9.5708  9.5708  31.2643  0.0188  -0.0094  0.1081
Si  2.7345  0  0.6835  0.0678  0.1183  0.0119
Si  8.2035  0  0.6835  -0.1476  0.0826  0.031
Si  0  2.7345  0.6835  -0.1308  0.1898  -0.0253
Si  5.469  2.7345  0.6835  -0.0321  0.0095  -0.0346
Si  2.7345  5.469  0.6835  -0.0468  0.1298  0.1226
Si  8.2035  5.469  0.6835  -0.0341  0.0315  0.0953
Si  0  8.2035  0.6835  0.0215  -0.0832  -0.0853
Si  5.469  8.2035  0.6835  -0.0484  0.168  0.0365
Si  4.1004  1.3872  2.0621  0.0211  -0.0111  -0.0143
Si  9.5344  1.4109  2.0358  0.0416  -0.0078  0.0262
Si  1.3437  4.1318  2.0528  0.0117  -0.0209  -0.0044
Si  6.8127  4.1166  2.0541  0.0123  -0.0302  0.0118
Si  4.1024  6.8563  2.0576  0.0058  0.0119  0.0143
Si  9.5615  6.858  2.057  0.0213  -0.0134  -0.0141
Si  1.3771  9.5635  2.0304  -0.0122  -0.0029  0.0266
Si  6.8129  9.5989  2.0602  0.0101  -0.0169  -0.0067
Si  -0.0099  0.025  3.3168  -0.0107  -0.0174  -0.1267
Si  5.4702  0.0445  3.4657  -0.0048  0.0325  0.0471
Si  2.7366  2.7899  3.3963  0.0121  0.0377  -0.0381
Si  8.1637  2.766  3.4471  -0.0554  0.0147  0.0242
Si  -0.0121  5.5076  3.4459  -0.02  0.0258  0.0424
Si  5.4782  5.5108  3.4282  0.0134  0.0099  -0.0279
Si  2.7644  8.2505  3.4404  0.0199  0.0332  0.0195
Si  8.1922  8.2437  3.407  -0.0074  0.0137  -0.0316
Si  1.3728  1.3459  4.6478  -0.0044  0.0214  0.0845
Si  6.7938  1.4393  4.8852  0.01  0.0005  -0.0488
Si  4.0464  4.2139  4.785  -0.0138  -0.004  0.0391
Si  9.5118  4.155  4.8057  0.0118  0.0004  -0.0242
Si  1.3596  6.9291  4.7953  -0.0134  -0.0088  -0.0151
Si  6.8826  6.8575  4.7991  -0.0198  -0.0082  0.0252
Si  4.126  9.6211  4.8631  -0.0206  -0.0182  -0.0401
Si  9.5283  9.7043  4.6996  -0.0071  -0.0045  0.0603
Si  2.7216  0.1085  6.155  0.0053  -0.0158  -0.0138
Si  8.2134  0.0641  6.2165  0.0015  -0.0015  0.0089
Si  -0.0348  2.6732  5.9623  0.0234  0.0062  0.0042
Si  5.4164  2.8957  6.192  0.0031  -0.001  -0.0061
Si  2.6966  5.6084  6.2241  0.0014  -0.0131  0.0045
Si  8.2516  5.5556  6.2783  0.0063  0.0043  -0.0022
Si  -0.0007  8.4038  6.0355  -0.0019  -0.009  -0.006
Si  5.5405  8.2329  6.1859  0.0061  -0.0004  0.0105
Si  3.7302  1.8179  7.4436  -0.0255  0.0248  0.0261
Si  9.8303  1.2333  7.511  -0.0037  -0.0081  -0.0047
Si  1.4102  3.9146  7.2561  -0.0104  -0.0053  -0.0291
Si  6.5386  4.4898  7.5426  -0.0136  -0.0002  0.0042
Si  4.3251  6.7585  7.5759  0.0006  -0.0005  -0.0212
Si  9.5311  7.2317  7.4559  0.0059  0.0041  0.003
Si  1.1187  9.92  7.4664  -0.0108  0.0114  0.0194
Si  7.1818  9.3205  7.5153  0.0025  0.0018  -0.0027
O  9.6206  6.6193  23.894  -0.0123  0.005  0.0045
O  4.1125  1.2532  24.0075  -0.0196  0.0086  -0.005
O  8.3445  8.2342  8.0545  0.0155  -0.0173  -0.0096
O  2.5631  2.9098  7.8778  0.0079  0.0044  0.0047
O  6.8515  4.0592  23.9339  -0.004  0.0171  0.0021
O  1.4609  9.4358  24.0149  -0.0087  0.0151  -0.004
O  5.4095  5.6076  8.0797  0.0109  -0.0091  0.0048
O  0.0016  0.093  7.9931  0.0072  -0.0144  -0.0019
H  7.0734  3.8355  8.7706  0.0005  0.0025  -0.0002
H  6.5618  9.8937  8.7442  -0.003  0.0036  -0.0007
O  10.6487  6.8451  8.6431  -0.0035  0.0008  0.0029
O  1.7275  9.2348  8.8379  0.0001  0.0035  -0.011
O  4.2349  1.3013  8.9057  0.0034  -0.0021  -0.0161
O  0.3338  4.2899  8.4537  -0.0034  0.0077  0.0138
O  9.2559  1.9825  8.8831  -0.0021  0.0024  0.0007
O  3.756  7.5215  8.9356  -0.002  0.0021  0.0039
H  7.9407  8.3492  23.1803  -0.003  -0.002  -0.0007
H  8.6008  2.3304  23.3047  0.0028  -0.0013  -0.001
O  5.2573  5.9702  23.0711  0.0039  -0.0005  0.007
O  2.2394  2.8443  23.1533  -0.0029  -0.0032  0.0031
O  10.6825  0.1161  22.927  0.0024  0.0046  0.0033
O  0.0424  4.3854  23.195  0.0023  -0.0031  -0.0064
O  3.4391  7.9125  23.2061  0.0055  -0.0018  -0.0065
O  5.9091  10.3867  23.1999  -0.0019  -0.0066  -0.0069
Si  9.57  9.3149  14.986  0.0001  0.001  -0.0019
Si  2.4503  4.9611  11.6025  -0.0004  0  0.0009
Si  0.8505  0.6964  14.7001  -0.0015  -0.0001  -0.0012
Si  10.0455  9.9333  18.8639  -0.0002  -0.0005  -0.0007
Si  6.8261  0.3908  11.6602  0.0014  0.0005  -0.0001
Si  9.57  7.1854  12.7135  -0.0007  0.0001  -0.0004
Si  2.042  9.2034  17.9535  0.0017  0.0014  -0.0027
Si  2.9698  8.7053  9.7525  0.0038  -0.0014  0.0016
Si  4.1768  2.4974  16.8561  0.0008  0.0003  -0.0004
Si  4.5064  7.1559  22.2424  -0.0026  0.0075  0.0023
Si  10.8726  5.3455  16.7619  -0.0005  -0.0001  -0.0008
Si  2.6162  6.3731  17.879  0.0002  0  -0.0014
Si  0.9709  2.5568  17.2633  0.0002  -0.0006  -0.0015
Si  5.7375  6.6025  16.9739  -0.001  -0.0019  -0.0015
Si  8.5996  4.7226  11.4843  0.0004  -0.0004  0.0003
Si  10.9972  5.4973  9.5095  0.0043  -0.0059  -0.0075
Si  3.0984  0.1119  20.2034  0.0019  -0.0013  0.0002
Si  1.6375  7.5707  12.4626  0.0005  0.0008  -0.0009
Si  5.7199  9.8866  21.657  -0.001  0.0028  0.0068
Si  1.3679  1.8915  11.7696  -0.0018  0.0001  -0.0018
Si  0.2591  0.5544  21.4344  0.0018  0.0007  -0.0011
Si  2.6946  9.4423  14.8237  -0.0006  0.001  -0.0016
Si  8.9392  3.3081  15.5587  0.0017  0  -0.0014
Si  1.0266  3.4622  22.2644  -0.0037  0.0021  0.0012
Si  9.3605  1.8564  10.521  -0.001  -0.0013  -0.0038
Si  5.5831  8.7792  14.9989  0.0007  0.0005  -0.001
Si  6.808  8.3001  12.2874  0.0005  0.0027  -0.0012
Si  3.043  5.0655  20.4952  -0.0012  -0.0001  -0.001
Si  9.4001  1.6354  18.2404  -0.0006  0.0002  -0.0012
Si  7.9456  0.9071  14.4321  -0.0011  0.0001  -0.003
Si  5.9556  4.2935  15.1228  -0.0009  0.0004  -0.0015
Si  7.0059  0.9139  19.7821  -0.0004  -0.0002  0.0007
Si  5.5681  5.4828  12.1171  -0.0001  0.0008  0.0011
Si  4.6613  2.6981  19.7645  0.0011  -0.0015  -0.0009
Si  4.035  0.611  10.3583  0.0013  0.0002  0.0006
Si  6.043  0.2757  16.7817  0.0003  0.0008  -0.0002
Si  8.7266  7.6599  17.6007  0  0.0003  -0.001
O  0.1162  1.7623  18.4388  0.0001  0.0006  -0.0001
O  6.0166  9.6746  16.2845  -0.0005  0.0002  -0.001
O  1.4837  5.5299  10.363  0.0009  0.0021  0.0009
O  6.9549  4.9051  11.4  -0.0004  0.0004  -0.0016
O  3.3961  1.6722  19.8612  -0.0005  0.0002  -0.0006
O  7.1155  7.2282  17.6898  -0.0006  -0.0001  -0.0005
O  6.9565  1.0561  13.1525  0  0.0009  0.0013
O  5.7045  7.1244  11.9503  -0.0002  -0.0004  -0.0002
O  5.4252  1.0352  11.1148  -0.0007  0.0007  -0.0014
O  10.2651  10.667  20.3332  0.0002  -0.001  -0.0002
O  8.9853  8.7165  16.3794  -0.0002  0.0004  0.0004
O  1.8843  3.4547  11.9211  0.0002  0.0012  -0.0006
O  0.5886  1.854  15.8268  -0.0003  0.0006  0.0006
O  8.9025  2.7116  17.1072  0.0002  0.0004  0.0006
O  8.8554  3.1162  11.4476  -0.0008  0.0018  0.0002
O  4.9438  3.0627  18.19  -0.0006  0.0003  0
O  2.3646  11.0325  14.756  0.0002  0  0.0001
O  7.073  1.0616  15.8015  -0.0001  0.0002  0.0006
O  9.5636  5.2529  10.2652  -0.002  0.0009  -0.0027
O  2.5882  2.6169  17.1883  0.0002  0.0008  0.0002
O  1.4525  6.1013  16.6675  -0.0002  -0.0001  0.0003
O  2.1575  7.7381  18.6354  0.0006  -0.0005  0.0006
O  5.9904  2.0265  20.4125  -0.0001  0.0003  -0.0005
O  9.1729  8.5301  18.9407  0.0001  0.0003  -0.0008
O  3.6215  6.4865  21.0444  -0.0004  -0.0022  -0.0008
O  0.8053  1.3551  13.211  -0.0005  0.0003  0.0007
O  2.1602  6.0451  12.8103  -0.0007  0.0006  -0.0005
O  8.4212  1.7468  19.569  0.001  0.0002  -0.0008
O  1.8282  8.4953  13.7993  -0.0007  0.0003  -0.0001
O  2.6658  1.0752  11.1613  0  0.0008  0.0002
O  9.2398  10.9819  17.8752  0.0007  -0.0001  0
O  6.9722  10.5366  20.786  0.0017  0  -0.0019
O  9.1761  2.0023  14.549  0.0009  0.0003  -0.0004
O  11.0026  7.47  11.9888  0.0002  0.0003  -0.0009
O  6.7341  8.5788  13.8883  -0.0021  -0.0018  0.0013
O  6.4711  0.3626  18.3397  0.0001  -0.0001  -0.0007
O  0.3844  4.0351  17.5991  -0.0003  0.0006  0.0003
O  9.1873  5.573  12.7864  -0.0003  0.0001  -0.0006
O  8.5449  10.349  14.2756  -0.0001  0.0009  0.0001
O  8.2636  0.6762  10.8973  -0.001  0.0002  0.0006
O  2.4511  8.1732  11.197  -0.0014  0.0009  0.0008
O  4.2369  9.3437  14.3075  0.0002  0.0007  -0.0002
O  6.5515  9.7187  11.5542  -0.0006  -0.0011  0.0007
O  5.6071  8.2395  21.6547  -0.0001  -0.0029  -0.0006
O  9.7469  7.9199  14.1548  0.0001  0.0007  0
O  8.3289  7.8519  11.8873  0.0002  0.0002  -0.0001
O  2.5244  5.1692  18.9564  -0.0008  -0.0005  0.0015
O  1.7729  0.03  21.1321  -0.0013  -0.0004  -0.0009
O  1.717  4.5257  21.254  0.0023  0.0008  -0.0014
O  10.9732  1.6757  10.8223  0.0011  0.0003  -0.0001
O  10.0179  4.58  15.5151  -0.0001  0.0005  0.0004
O  4.2966  4.0268  20.6088  0  0.0006  0.0004
O  5.5638  5.0169  13.7019  0.0007  -0.0002  -0.0012
O  0.4995  9.6581  18.076  -0.0003  -0.0005  0.0001
O  4.262  6.5347  17.6948  0.0004  -0.001  -0.0002
O  3.9746  9.9398  10.1006  -0.0024  -0.0007  -0.0016
O  2.5251  9.0067  16.3975  -0.0004  0.001  0.0004
O  2.9551  10.2664  18.7757  -0.0003  0.0003  -0.0012
O  7.4761  3.7311  14.9528  0.0002  -0.0003  0.0005
O  5.3261  7.3144  15.5834  -0.0008  0.0003  0.0029
O  10.9044  10.2761  15.0524  -0.0006  0.0006  -0.0003
O  4.3186  10.4142  21.0397  -0.0005  0.0002  -0.0018
O  4.5553  0.9247  16.6405  -0.0004  0.0006  -0.0006
O  4.7078  3.2826  15.5107  -0.0002  -0.0001  0.0001
O  9.7627  6.3701  17.4288  0.0004  0  -0.0005
O  0.2518  2.2222  21.4807  0.0004  -0.0016  0.0003
O  6.1704  5.1294  16.5025  0.0025  0.0036  -0.0021
O  4.1216  4.9867  11.4326  -0.0002  0.0005  -0.0015

Results
free energy: -134659.078 eV
free energy less fixed offsets of H -15.97, O -568.88, Si -635.61 eV per atom: 2.372 eV

The program warned: the cutoff lies below the one the program advises for these potential files; the exchange-correlation potential is rough where the density is thin.
